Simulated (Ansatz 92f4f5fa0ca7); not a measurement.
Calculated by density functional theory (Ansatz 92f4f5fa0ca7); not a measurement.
Periodic cell of 189 atoms, Si117O72, from a study of silicon, its oxide and their interface. The atomic structure is a simulated model.

Settings
functional: r2SCAN
potential files: Ansatz norm-conserving
basis: plane waves
wave-function cutoff: 1300 eV
density cutoff ratio: 4
exchange-correlation grid ratio: 1
k mesh: 2 x 2 x 1, shifted by 0.5 0.5 0.5 of a step
self-consistency stop: 5e-08 eV per atom in the density residual
occupations: Fermi-Dirac, 0.05 eV
spin: none
net charge: 0

Cell vectors (angstrom)
a  11.5403  0  0
b  0  11.5403  0
c  0.7018  0.8677  29.2161

Atoms: element, x, y, z (angstrom)
Si  9.1085  9.5154  1.5761
Si  9.0578  2.124  1.9166
Si  9.1187  6.3216  1.6207
Si  1.3063  9.1214  1.945
Si  1.3069  2.7823  1.8664
Si  1.3071  5.9606  2.0099
Si  5.0649  9.5697  1.5548
Si  5.1009  2.1427  1.9028
Si  5.0485  6.3792  1.6347
Si  -0.6303  9.7255  3.1404
Si  -0.5672  2.2955  3.2212
Si  -0.6577  5.9904  3.2244
Si  3.2542  9.7445  3.1175
Si  3.1864  2.2941  3.2121
Si  3.2758  6.0086  3.2159
Si  7.0835  9.844  2.8844
Si  7.0758  1.8949  3.1432
Si  7.0816  5.9397  2.9289
Si  -0.558  0.2144  4.4185
Si  -0.6523  4.1146  4.6208
Si  -0.663  7.893  4.5868
Si  3.1787  0.2175  4.407
Si  3.2745  4.1231  4.6023
Si  3.2823  7.909  4.5674
Si  7.0784  0.0526  4.4867
Si  7.0769  3.9692  4.3833
Si  7.0821  7.8987  4.3665
Si  -2.5065  0.1551  5.7826
Si  8.9203  4.041  5.8765
Si  -2.614  7.8957  5.8863
Si  1.319  0.1759  5.8294
Si  1.3173  4.1167  5.9232
Si  1.3174  7.9068  5.8869
Si  5.1169  0.1554  5.7801
Si  5.2306  4.0548  5.8706
Si  5.2278  7.8916  5.8699
Si  8.9934  9.8407  7.2252
Si  8.9781  2.0628  7.1896
Si  8.9442  5.962  7.2324
Si  1.3244  9.8247  7.2386
Si  1.3233  2.1118  7.1826
Si  1.3192  6.0253  7.2769
Si  5.1645  9.827  7.2097
Si  5.16  2.0762  7.175
Si  5.1933  5.9733  7.2345
Si  -0.6124  9.8335  8.5829
Si  -0.6063  2.0744  8.5274
Si  -0.6472  5.9933  8.5642
Si  3.2601  9.8196  8.5931
Si  3.2406  2.1236  8.5549
Si  3.2665  6.0022  8.6088
Si  7.0687  9.8465  8.5924
Si  7.0545  2.0134  8.5618
Si  7.0642  5.9574  8.6302
Si  -0.5428  0.2027  9.9693
Si  -0.5961  4.0144  9.8272
Si  -0.6944  7.9177  9.9338
Si  3.2489  0.2143  9.9412
Si  3.1834  4.0498  9.9314
Si  3.3265  7.9209  9.9904
Si  7.0353  0.1625  10.0402
Si  7.0117  3.9489  9.8599
Si  7.115  7.9217  9.9476
Si  9.0469  0.1022  11.3178
Si  8.9912  3.927  11.0705
Si  8.9615  7.8646  11.3884
Si  1.4122  0.3104  11.3961
Si  1.2397  4.1174  11.3067
Si  1.2904  8.0157  11.1477
Si  5.0549  0.1452  11.443
Si  5.1143  3.9592  11.2658
Si  5.2919  7.9137  11.3973
Si  9.0892  9.8019  12.861
Si  9.0013  2.098  12.4984
Si  8.9107  5.7397  12.4324
Si  1.4259  9.8208  12.6046
Si  1.2876  2.3071  12.861
Si  1.2406  6.175  12.4999
Si  5.2543  9.7836  12.9099
Si  4.9663  2.1354  12.7592
Si  5.224  5.8663  12.5988
Si  -0.3857  10.3108  14.0455
Si  -0.7741  1.9546  14.0601
Si  -0.7658  6.0529  13.7551
Si  3.2386  9.1246  14.0253
Si  3.1538  2.9175  14.3189
Si  3.2016  6.017  13.738
Si  7.2211  10.4376  14.233
Si  7.0545  2.0143  13.7501
Si  7.1263  5.0922  13.8681
Si  1.4729  6.2535  20.1069
Si  6.5989  2.9626  20.5783
Si  12.626  8.9528  18.9299
Si  1.6711  10.2719  16.3027
Si  5.1145  1.0004  19.2367
Si  5.1069  -1.0771  21.4736
Si  -0.7454  4.1153  15.9906
Si  7.9411  0.6481  19.9965
Si  9.6868  9.8611  19.185
Si  6.0969  8.4808  19.5025
Si  8.8471  6.342  15.9275
Si  6.2573  3.0406  27.0686
Si  1.9963  12.5538  29.1705
Si  6.2496  5.2119  28.9517
Si  8.2064  4.8707  22.0006
Si  -0.9276  0.9443  28.766
Si  6.7607  12.4326  22.6428
Si  8.607  7.1389  20.3808
Si  1.0413  3.8688  18.4595
Si  3.3501  8.416  20.6385
Si  4.932  0.9898  28.7208
Si  7.776  8.9308  17.0519
Si  7.7136  3.0152  24.5213
Si  2.7323  1.5109  17.2304
Si  9.2946  5.1683  28.9061
Si  9.2161  2.9501  27.062
Si  10.5543  4.8993  20.3861
O  9.3328  4.3225  30.2874
O  10.3136  1.8873  30.0487
O  2.1883  9.3834  20.0377
O  7.854  4.2297  23.4517
O  9.0663  7.9146  1.2474
O  2.0046  13.9963  29.9345
O  4.5043  0.0812  20.46
O  2.6495  6.9717  20.9857
O  0.6303  12.4727  28.3074
O  1.282  10.3487  0.8583
O  1.3081  4.3845  1.2516
O  5.1039  7.9674  1.2361
O  5.526  3.5244  1.135
O  4.5557  1.106  0.7497
O  5.5319  -0.4367  29.2454
O  1.9889  5.0155  19.1554
O  10.0228  6.989  14.9506
O  -0.7881  11.8767  14.3124
O  3.2377  7.5059  14.5474
O  -1.0293  2.5526  15.6095
O  7.8042  0.2532  21.5787
O  12.3352  7.366  19.1197
O  1.7594  11.7894  16.8887
O  9.5009  4.9583  16.5295
O  1.7409  9.1777  17.4822
O  3.1758  4.5816  14.6288
O  4.0856  0.9675  17.9826
O  5.6498  11.2351  22.8214
O  7.1744  12.0896  14.6392
O  6.9805  4.489  20.9591
O  7.4331  6.0382  15.1734
O  0.5116  4.3027  16.9896
O  7.1067  3.5265  14.5248
O  4.5221  8.0619  19.5469
O  8.4036  6.5064  21.9072
O  9.6315  4.205  21.529
O  6.6262  0.3493  19.0238
O  7.095  7.2311  19.7846
O  11.2193  3.7728  19.3916
O  9.2361  8.65  20.2173
O  0.2781  9.925  15.5196
O  6.417  3.3115  25.4766
O  0.2926  5.6738  21.0707
O  -0.276  4.6885  14.5413
O  9.2711  -0.1619  19.5987
O  7.5209  1.4843  23.9576
O  7.7708  5.5633  28.4989
O  9.5933  6.035  19.6506
O  3.9942  -2.227  21.8469
O  6.1177  2.2219  21.9589
O  9.0184  9.7306  17.717
O  2.9831  10.0561  15.3613
O  6.277  9.6267  20.6625
O  7.3625  9.5379  15.6109
O  3.3634  0.916  28.3141
O  8.3808  7.4199  17.0214
O  9.9012  1.5351  27.4308
O  1.3045  7.5437  1.2677
O  1.9088  2.5081  18.2535
O  10.0875  6.5204  29.3197
O  5.5308  4.3225  27.7733
O  6.4588  9.0027  18.0058
O  9.0585  3.0418  25.4501
O  4.7764  5.711  0.1242
O  7.736  2.8968  27.7454
O  5.5609  1.6037  27.3461
O  -1.4831  -0.5033  29.2691
O  3.153  2.2289  15.8276
O  7.9855  2.2873  19.9847
O  11.2988  9.8464  19.1174
O  5.3642  2.6072  19.5613
O  9.9542  4.2745  27.6879

Results
free energy: -47206.974 eV
free energy less fixed offsets of O -463.61, Si -117.95 eV per atom: -26.904 eV
pressure: -1.67 GPa
stress xx, yy, zz, yz, xz, xy (GPa, positive in tension): 0.91, 2.75, 1.36, -0.07, 0.05, -0.34

Forces (eV/angstrom), in the order of the atoms: element, x, y, z
Si  0.164  -0.3089  -0.1771
Si  0.1402  0.0187  -0.5019
Si  0.0073  0.3606  0.0259
Si  0.0031  -0.1709  -0.4884
Si  -0.0002  0.1759  -0.66
Si  0.0305  0.1008  -0.3659
Si  -0.1804  -0.3165  -0.1954
Si  -0.1664  0.0927  -0.5031
Si  -0.0488  0.3407  0.0252
Si  -0.0599  -0.0294  -0.159
Si  -0.0174  -0.1007  0.0135
Si  -0.3229  0.0111  -0.3648
Si  0.0421  -0.032  -0.1965
Si  0.0365  -0.099  0.0039
Si  0.3311  -0.0008  -0.3861
Si  0.0039  -0.0977  -0.2592
Si  -0.0039  0.1504  0.0623
Si  0.0122  -0.0249  -0.3348
Si  0.0051  -0.1243  -0.2015
Si  -0.0299  0.096  0.2027
Si  -0.1231  0.0778  0.175
Si  -0.0091  -0.1363  -0.2075
Si  0.0303  0.1073  0.2002
Si  0.1251  0.0857  0.1876
Si  0.003  -0.0975  -0.0969
Si  -0.0137  0.3144  -0.3464
Si  0.0128  -0.1188  -0.3027
Si  -0.0106  0.0459  0.0758
Si  0.0642  -0.0811  0.0272
Si  0.0858  -0.0461  -0.1517
Si  0.0008  0.1298  0.0809
Si  0.0143  -0.0759  -0.0147
Si  0.0075  0.12  -0.1282
Si  -0.0079  0.0438  0.0811
Si  -0.0265  -0.1194  0.0394
Si  -0.1324  -0.0345  -0.1611
Si  0.1023  0.049  0.0085
Si  -0.0032  -0.0048  -0.0643
Si  -0.0938  0.012  -0.0246
Si  -0.02  -0.166  -0.0038
Si  -0.0259  -0.0502  -0.0401
Si  0.0147  0.0364  0.0623
Si  -0.0673  -0.0157  -0.0242
Si  0.0182  0.0389  -0.1157
Si  0.0687  0.0566  -0.0235
Si  -0.0276  0.0265  -0.0301
Si  0.1253  0.001  -0.0738
Si  -0.0168  0.0147  -0.0124
Si  0.017  -0.0106  0.0055
Si  -0.0398  0.0015  0.028
Si  -0.0091  -0.0302  0.0102
Si  -0.0386  0.0315  0.0314
Si  -0.0176  -0.0091  -0.0553
Si  0.0446  -0.0097  0.0551
Si  -0.1719  -0.0323  0.2695
Si  0.0067  -0.0292  0.0039
Si  0.0841  -0.0863  -0.0535
Si  0.0535  0.0339  0.0334
Si  0.1043  -0.0467  0.0119
Si  0.0325  0.0957  -0.0458
Si  0.0522  -0.0152  0.2247
Si  -0.054  0.1054  -0.0132
Si  -0.0709  -0.0226  -0.0868
Si  0.2478  -0.1407  -0.2279
Si  0.1583  -0.1865  -0.2277
Si  -0.0725  0.3052  0.1739
Si  -0.0146  0.1933  0.0708
Si  -0.1372  -0.0959  0.0034
Si  -0.0207  0.0571  -0.1221
Si  -0.0523  0.0109  0.0159
Si  -0.0706  -0.0265  -0.2316
Si  0.032  0.0475  0.0774
Si  0.0407  0.1234  0.1574
Si  0.0387  0.0504  0.2339
Si  -0.0528  -0.0224  0.035
Si  -0.0253  -0.0785  0.1187
Si  -0.0749  0.0686  0.2458
Si  -0.1873  -0.1212  0.1078
Si  -0.0812  0  0.1388
Si  -0.1379  0.1177  0.287
Si  0.1688  -0.1921  0.2243
Si  0.0221  0.1466  0.2504
Si  -0.0646  -0.4546  0.2174
Si  -0.1537  -0.1785  0.4048
Si  0.0818  -0.0884  0.4456
Si  -0.0081  0.1753  0.3009
Si  0.1229  0.0154  0.7596
Si  0.0164  0.1756  0.3059
Si  0.0762  -0.0724  0.6101
Si  -0.1098  -0.0148  0.6752
Si  0.114  -0.0366  -0.0254
Si  -0.0876  0.2502  0.0103
Si  -0.0365  0.0344  0.0126
Si  -0.0388  -0.1222  0.1048
Si  -0.1066  -0.0829  -0.1802
Si  -0.0587  0.0289  0.0399
Si  0.1755  -0.0879  0.0688
Si  0.2664  -0.2087  -0.1121
Si  0.2156  0.0858  0.059
Si  -0.148  -0.1086  -0.1541
Si  -0.0359  0.0258  0.0777
Si  0.1314  -0.1858  -0.1613
Si  0.0176  -0.0531  0.0701
Si  -0.178  -0.2052  -0.2839
Si  -0.009  -0.0312  0.2152
Si  -0.125  -0.0336  -0.347
Si  0.1821  0.0791  0.3125
Si  -0.0136  0.0429  -0.0214
Si  0.1053  0.0256  0.1004
Si  -0.1584  -0.0731  -0.0704
Si  0.1059  -0.041  -0.3258
Si  0.0324  0.1673  0.1547
Si  0.0129  0.042  0.2933
Si  -0.0978  -0.0298  0.2778
Si  0.1569  -0.2038  -0.308
Si  -0.1198  -0.1976  -0.1462
Si  0.0996  -0.1187  0.0735
O  0.0176  -0.1962  -0.1337
O  -0.2035  0.2548  0.0829
O  0.1146  -0.3314  -0.0856
O  0.0051  -0.0801  -0.319
O  -0.0076  -0.0597  0.1427
O  -0.0056  0.1496  0.0345
O  0.2901  -0.055  0.0089
O  -0.0926  0.1791  -0.2056
O  0.0531  0.0522  0.4033
O  -0.0069  -0.0451  -0.1587
O  -0.0088  -0.0481  0.6916
O  0.0166  -0.1251  0.1595
O  -0.0229  -0.2118  -0.1623
O  0.1962  0.2341  0.139
O  0.0304  0.0684  0.5755
O  -0.4032  0.0387  0.0949
O  0.1329  -0.355  -0.2053
O  0.32  -0.0619  -0.1584
O  0.0058  0.3011  -0.7113
O  0.1554  0.2358  -0.4339
O  -0.2912  0.2468  -0.1138
O  0.2037  0.0735  0.1738
O  0.0638  -0.0822  -0.1087
O  0.0505  0.1478  -0.3169
O  -0.1091  0.244  0.0152
O  -0.0571  -0.3783  -0.5437
O  -0.0545  0.115  0.0608
O  0.1207  0.0674  -0.3635
O  -0.1212  -0.1751  -0.7673
O  0.2145  -0.2383  0.0985
O  0.3274  -0.1568  -0.0514
O  -0.2537  -0.119  -0.0154
O  0.0126  0.3432  -0.7507
O  0.1178  0.2341  0.3158
O  0.0028  -0.2661  -0.32
O  -0.1763  0.2878  -0.1584
O  -0.0051  0.2188  0.3122
O  0.1304  0.1862  0.0666
O  0.0696  0.3261  -0.0268
O  -0.1134  -0.0556  -0.2029
O  -0.0152  0.1178  -0.2408
O  0.2587  -0.0801  0.1146
O  -0.0928  -0.0208  -0.3969
O  -0.1767  0.3003  0.1959
O  -0.2815  -0.1026  0.0038
O  -0.1803  0.109  -0.3381
O  -0.0021  -0.0617  0.3252
O  -0.0297  -0.0772  0.2973
O  0.1942  0.0994  -0.3263
O  0.2048  -0.1195  -0.1589
O  -0.17  -0.0898  0.057
O  -0.1639  -0.196  -0.1528
O  -0.2375  -0.0102  -0.0334
O  0.0486  0.2139  -0.0274
O  -0.0597  0.0706  0.3866
O  0.0236  -0.0308  -0.1611
O  0.0412  0.1426  0.4099
O  -0.0092  -0.0135  0.7211
O  0.1382  -0.0739  -0.3213
O  -0.2545  -0.0321  0.5246
O  0.341  0.0448  0.3454
O  0.2065  -0.0644  0.125
O  -0.2815  0.0285  0.1177
O  0.265  -0.0546  0.4766
O  -0.0052  0.1473  -0.2222
O  0.0038  0.1534  0.4274
O  -0.0326  0.0813  0.5449
O  -0.1037  0.1886  -0.3344
O  -0.3586  -0.2313  0.2261
O  -0.1055  -0.2053  -0.1255
O  0.2868  -0.273  0.2193
O  -0.3461  0.0546  0.3959

The program warned: the forces do not sum to zero within the program's tolerance.
